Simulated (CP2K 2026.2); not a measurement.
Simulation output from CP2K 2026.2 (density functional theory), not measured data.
Periodic cell of 521 atoms, Si360O161, from a study of silicon, its oxide and their interface. The atomic structure is a simulated model.
Doubt: the forces sum to 2.53 eV/angstrom along one axis rather than to zero, so they err by at least 0.0049 eV/angstrom per atom on average; the grid cutoff is modest.

Settings
functional: PBE
method: Gaussian and plane waves
basis set: DZVP-MOLOPT-SR-GTH
pseudopotentials: GTH-PBE
grid cutoff: 350 Ry, relative cutoff 50 Ry
k points: Gamma only
occupations: fixed
spin: none
net charge: 0

Cell vectors (angstrom)
a 16.32 0 0
b 0 16.32 0
c 6.3868 -0.3733 34.4237

Atoms and the computed forces on them: element, x, y, z (angstrom), force x, y, z (eV/angstrom)
Si 6.457 4.268 31.977 0.05 -0.031 0.131
Si 14.458 1.115 33.374 0.102 0.166 0.137
Si 8.842 12.242 25.216 -0.002 0.033 -0.044
Si 11.653 6.678 27.347 -0.036 -0.001 0.024
Si 22.127 9.161 33.697 -0.061 0.116 0.211
Si 9.207 12.779 33.668 -0.194 -0.189 0.697
Si 8.501 14.405 30.045 0.114 -0.004 0.114
Si 16.074 14.921 28.311 -0.025 -0.056 -0.079
Si 0.978 3.842 0.384 -0.171 0.309 0.516
Si 13.049 6.294 34.318 0.085 -0.131 0.721
Si 4.135 3.382 0.395 0.307 0.399 0.534
Si 20.474 4.801 29.878 0.067 -0.055 -0.075
Si 16.234 15.066 33.691 0.115 -0.035 0.146
Si 8.723 6.439 31.265 -0.031 -0.002 0.202
Si 18.736 5.353 33.726 -0.111 -0.005 0.181
Si 14.913 5.488 31.798 -0.038 -0.005 -0.042
Si 7.321 9.085 31.127 -0.02 0.062 0
Si 19.602 13.399 34.08 0.172 0.25 0.496
Si 15.847 15.883 1.59 0.044 -0.018 0.01
Si 19.379 2.519 33.008 0.032 -0.123 0.079
Si 11.548 1.474 32.431 -0.078 0.075 0.026
Si 3.343 8.591 1.373 0.017 -0.013 -0.005
Si 0.504 11.289 1.6 0.149 0.204 0.56
Si 2.232 12.974 1.498 -0.068 -0.025 -0.024
Si 11.309 10.495 33.021 -0.025 -0.068 0.139
Si 8.7 3.129 1.583 0.228 0.261 0.632
Si 5.443 5.174 1.337 0.012 0 -0.077
Si 8.083 8.046 1.278 -0.341 -0.411 0.351
Si 5.04 10.334 1.566 -0.268 -0.15 0.513
Si 12.321 9.571 27.904 0.037 0.093 0.015
Si 11.302 0.304 1.811 0.198 0.356 0.482
Si 12.993 1.995 1.546 -0.156 -0.019 0.7
Si 10.431 4.88 1.553 -0.197 -0.201 0.609
Si 14.324 7.463 1.126 0.356 -0.452 0.383
Si 16.64 12.236 34.329 -0.029 0.079 0.018
Si 14.121 14.233 1.689 0.051 0.059 0.041
Si 14.846 1.278 2.842 -0.057 0.021 -0.089
Si 0.74 4.598 2.63 -0.018 0.011 -0.028
Si 15.385 6.306 2.827 0.003 0.026 -0.061
Si 1.515 9.475 2.702 -0.038 -0.031 -0.076
Si 15.044 12.341 2.759 0.018 -0.007 -0.078
Si 1.339 14.841 2.691 -0.027 -0.008 -0.055
Si 4.644 1.06 2.58 -0.223 0.013 0.635
Si 6.909 4.068 2.792 0.047 -0.039 -0.027
Si 4.175 6.753 2.63 -0.004 0.011 0.032
Si 6.815 9.417 2.753 -0.01 0.019 -0.029
Si 4.023 12.105 2.76 -0.012 0.024 -0.078
Si 6.744 15.067 3.006 -0.056 -0.028 0.405
Si 9.569 1.396 2.914 -0.017 -0.004 -0.127
Si 12.204 3.908 2.756 0.05 0.008 -0.121
Si 9.451 6.713 2.69 0.038 -0.009 -0.088
Si 12.223 9.44 2.454 -0.231 0.235 0.634
Si 8.997 12.88 2.755 0.032 -0.086 0.696
Si 12.383 15.035 3.07 -0.034 0 -0.045
Si 13.655 0.056 4.433 -0.003 0.004 -0.038
Si 16.237 2.794 3.981 0.042 0.012 0.019
Si 13.606 5.339 4.043 -0.03 0.055 0.026
Si 16.38 8.108 4.006 -0.029 0 0.036
Si 13.479 10.957 3.873 -0.019 -0.033 0.025
Si 16.374 13.593 4.228 0.047 0 -0.046
Si 2.812 0.003 3.83 0.036 0.014 -0.026
Si 5.552 2.655 4.078 -0.049 -0.004 -0.002
Si 2.628 5.474 3.897 -0.015 -0.032 -0.044
Si 5.497 8.042 4.13 -0.041 -0.032 -0.03
Si 2.756 10.785 4.213 0.014 -0.002 0
Si 5.326 13.563 4.102 0.045 0.032 0.01
Si 8.168 0.094 4.263 -0.037 -0.019 0.006
Si 10.91 2.708 4.3 0.023 -0.018 -0.001
Si 8.148 5.465 4.185 0.03 -0.024 -0.013
Si 10.856 8.16 3.923 -0.004 0.013 0.018
Si 8.082 11.006 3.972 0.045 -0.016 -0.005
Si 10.784 13.7 4.128 -0.023 -0.079 0.018
Si 15.035 14.938 5.602 -0.012 0.006 0.03
Si 1.405 1.389 5.235 -0.001 -0.007 -0.023
Si 14.915 4.033 5.487 0.025 0.024 0.005
Si 1.404 6.809 5.428 -0.039 0.002 0.012
Si 14.906 9.54 5.246 0.004 0 -0.009
Si 1.387 12.187 5.519 0.003 -0.008 0.019
Si 4.003 14.98 5.406 0.007 0.045 -0.002
Si 6.817 1.422 5.592 -0.025 -0.036 0.035
Si 4.033 4.06 5.273 0.004 0.005 -0.031
Si 6.81 6.778 5.55 0.03 0.019 0.051
Si 4.14 9.429 5.494 0.012 -0.001 -0.001
Si 6.73 12.235 5.454 0.041 0.019 0.006
Si 9.53 15.036 5.571 -0.018 -0.006 0.027
Si 12.24 1.387 5.681 -0.019 0.025 0.045
Si 9.521 4.115 5.537 -0.009 -0.002 0.005
Si 12.237 6.809 5.323 0.03 -0.001 0.015
Si 9.511 9.589 5.294 0.001 0.005 -0.012
Si 12.174 12.248 5.377 -0.013 0.004 -0.004
Si 16.423 0.056 6.785 0.028 0.033 -0.015
Si 2.715 2.717 6.698 -0.011 -0.012 -0.009
Si 16.322 5.442 6.759 0 -0.018 -0.033
Si 2.737 8.121 6.834 0.021 0.015 0.031
Si 16.26 10.828 6.749 -0.027 -0.006 -0.002
Si 2.716 13.609 6.829 0.025 0.009 0.007
Si 5.406 -0.017 6.8 -0.005 0.004 0.003
Si 8.173 2.772 6.916 0.023 -0.022 0.004
Si 5.38 5.389 6.769 -0.019 -0.024 -0.03
Si 8.192 8.228 6.766 0.025 0.011 -0.028
Si 5.445 10.853 6.837 -0.026 -0.001 0.006
Si 8.126 13.601 6.804 0.014 -0.021 -0.005
Si 10.87 0.015 6.964 -0.007 0.027 0.02
Si 13.622 2.753 6.942 -0.04 -0.016 0.035
Si 10.909 5.503 6.8 0.032 -0.011 0
Si 13.607 8.171 6.687 0.003 -0.017 -0.002
Si 10.864 10.867 6.751 0.014 -0.003 -0.001
Si 13.568 13.564 6.805 -0.045 -0.004 -0.01
Si 14.979 1.358 13.589 0.024 -0.03 -0.005
Si 17.674 4.093 13.594 -0.025 0.019 -0.002
Si 14.957 6.816 13.607 -0.025 0.014 -0.005
Si 17.691 9.514 13.591 0.02 -0.011 0
Si 14.957 12.248 13.591 -0.014 0.008 0.009
Si 17.694 14.958 13.61 0.01 -0.009 -0.004
Si 4.067 1.354 13.599 -0.005 0.013 0.003
Si 6.8 4.078 13.61 0.005 -0.014 0.003
Si 4.084 6.792 13.599 0.016 -0.011 -0.002
Si 6.794 9.531 13.607 -0.01 0.008 -0.003
Si 4.07 12.244 13.616 -0.01 0.007 -0.014
Si 6.8 14.947 13.616 0.016 -0.001 0.001
Si 9.512 1.378 13.596 -0.015 0.016 -0.008
Si 12.25 4.084 13.591 0.008 -0.02 0.003
Si 9.516 6.823 13.602 -0.015 0.013 0.008
Si 12.24 9.521 13.608 0.007 0.006 -0.003
Si 9.522 12.232 13.607 0.023 -0.017 -0.005
Si 12.233 14.97 13.59 -0.015 0.011 -0.003
Si 13.608 0.007 14.943 -0.002 0.016 -0.007
Si 16.33 2.723 14.95 0.013 -0.002 0
Si 13.597 5.449 14.958 0.014 0.014 0.001
Si 16.335 8.164 14.962 -0.011 0.009 0.002
Si 13.6 10.89 14.948 -0.023 -0.011 -0.009
Si 16.314 13.608 14.957 0.01 0.008 -0.006
Si 19.052 -0.001 14.977 -0.003 -0.007 -0.001
Si 5.425 2.706 14.947 0 -0.012 -0.014
Si 19.038 5.433 14.959 -0.003 -0.019 -0.002
Si 5.446 8.152 14.96 0.009 0.01 0
Si 19.033 10.874 14.974 0 0.002 -0.002
Si 5.437 13.598 14.988 0.003 -0.005 0.005
Si 8.153 0.006 14.956 0.005 0 -0.002
Si 10.884 2.733 14.958 -0.011 -0.018 0.001
Si 8.167 5.45 14.957 0 -0.007 -0.008
Si 10.868 8.175 14.97 0.004 0.017 -0.002
Si 8.158 10.884 14.974 0.005 0.02 0
Si 10.878 13.605 14.951 -0.012 -0.007 -0.009
Si 14.959 14.975 16.319 -0.009 -0.019 -0.02
Si 17.696 1.375 16.317 -0.006 0.01 -0.006
Si 14.971 4.084 16.302 0 0.014 -0.003
Si 17.684 6.787 16.326 0.001 -0.013 -0.001
Si 14.974 9.547 16.298 0.007 0.013 -0.011
Si 17.654 12.238 16.324 -0.028 -0.015 -0.017
Si 4.103 14.984 16.357 0.01 0.021 0.011
Si 6.754 1.333 16.311 -0.027 -0.001 -0.002
Si 4.067 4.048 16.309 0.001 0.006 -0.021
Si 6.806 6.793 16.326 -0.001 -0.007 -0.015
Si 4.089 9.508 16.325 0.007 0.005 -0.012
Si 6.807 12.239 16.346 -0.007 -0.004 0.003
Si 9.521 14.969 16.305 -0.004 -0.006 -0.002
Si 12.259 1.372 16.306 0.008 -0.022 -0.009
Si 9.539 4.11 16.324 0.023 0.034 0.002
Si 12.207 6.79 16.313 -0.004 -0.014 0.003
Si 9.518 9.534 16.346 0.001 -0.029 -0.005
Si 12.246 12.251 16.306 0.027 0.017 -0.01
Si 16.269 0.088 17.651 0.004 0.002 0.022
Si 19.099 2.657 17.717 0.03 0.002 -0.032
Si 16.383 5.36 17.684 -0.019 -0.008 -0.017
Si 19.017 8.175 17.679 -0.005 -0.001 -0.003
Si 16.275 10.914 17.721 -0.003 0 -0.028
Si 19.02 13.617 17.639 0.015 -0.04 -0.011
Si 5.445 0.01 17.794 -0.016 -0.015 -0.024
Si 8.132 2.716 17.575 -0.009 0.006 0.013
Si 5.397 5.435 17.637 -0.002 0.013 -0.007
Si 8.203 8.111 17.699 -0.023 0.001 -0.021
Si 5.49 10.821 17.692 0.03 0.006 0.006
Si 8.12 13.672 17.689 -0.02 0.032 -0.039
Si 10.951 -0.053 17.639 0.004 0.016 0.02
Si 13.556 2.801 17.666 -0.019 0.011 -0.031
Si 10.877 5.461 17.757 0.003 -0.008 -0.02
Si 13.611 8.154 17.587 0.01 -0.02 -0.042
Si 10.858 10.949 17.678 0.016 0.003 0.039
Si 13.64 13.565 17.675 0.033 0.016 -0.013
Si 14.908 1.488 19.016 0.023 0 0.027
Si 17.765 3.979 19.087 -0.051 0.03 0.052
Si 14.947 6.743 18.904 -0.025 0.021 -0.014
Si 17.626 9.526 19.03 0.036 -0.011 -0.014
Si 14.942 12.263 19.16 -0.041 -0.009 -0.005
Si 17.635 15.022 18.935 0.005 -0.026 0.04
Si 4.084 1.341 19.214 -0.022 0.008 0.008
Si 6.765 4.055 18.936 -0.014 0.003 0.016
Si 4.024 6.77 19.012 0.019 -0.028 0.01
Si 6.856 9.417 19.074 -0.029 0.041 0.014
Si 4.087 12.227 18.936 -0.047 0.021 0.016
Si 6.819 14.99 19.176 -0.002 -0.006 0.009
Si 9.526 1.341 18.839 -0.024 -0.018 0.04
Si 12.243 4.118 19.133 0.008 -0.012 -0.013
Si 9.523 6.797 19.164 -0.005 0.031 -0.003
Si 12.275 9.541 18.916 0.028 -0.018 0.049
Si 9.494 12.371 19.031 0.046 -0.026 0.068
Si 12.322 14.904 19.043 -0.016 0.016 0.008
Si 13.611 0.072 20.351 -0.063 -0.042 -0.003
Si 16.319 2.708 20.478 0.017 0.019 0.035
Si 13.675 5.491 20.455 -0.038 -0.019 0.062
Si 16.266 8.08 20.284 0.018 0.022 0.048
Si 13.537 10.831 20.441 0.029 -0.032 0.051
Si 16.309 13.759 20.398 -0.007 0.025 0.031
Si 18.918 -0.053 20.47 0.037 -0.014 0.042
Si 5.53 2.757 20.48 -0.024 0.041 0.052
Si 19.083 5.389 20.466 -0.006 0.013 0.004
Si 5.437 8.013 20.4 0.04 0.008 0.018
Si 18.995 10.931 20.302 0.01 -0.039 0.054
Si 5.353 13.573 20.413 0.024 -0.005 0.05
Si 8.328 0.076 20.394 0.022 -0.033 0.042
Si 10.767 2.679 20.278 -0.008 0.029 0.032
Si 8.076 5.342 20.387 -0.03 0.041 0.045
Si 10.993 8.233 20.377 0.046 -0.078 0.055
Si 8.228 10.89 20.342 -0.014 0.027 0.009
Si 10.919 13.643 20.477 -0.05 -0.007 0.035
Si 15.353 15.536 21.691 0.005 0.02 0.013
Si 17.174 0.896 21.787 -0.06 -0.019 0.033
Si 15.524 4.613 21.662 0.106 0.059 -0.66
Si 17.212 6.352 21.56 -0.067 -0.267 -0.601
Si 14.544 8.993 21.574 -0.302 -0.043 -0.579
Si 18.111 12.753 21.504 0.014 0.056 0.035
Si 19.82 14.431 21.649 -0.075 -0.119 -0.61
Si 7.39 1.841 21.646 0.027 -0.021 -0.022
Si 4.559 4.49 21.784 0.134 0.182 -0.573
Si 6.322 6.207 21.708 -0.233 -0.098 -0.564
Si 4.195 9.646 21.525 -0.177 -0.187 -0.652
Si 6.478 11.856 21.567 0.198 0.263 -0.77
Si 15.092 10.442 24.171 -0.084 -0.028 -0.108
Si 11.81 1.027 21.55 -0.266 -0.367 -0.455
Si 9.085 3.625 21.644 -0.007 -0.066 0.023
Si 12.785 7.33 21.645 0.086 0.183 -0.642
Si 10.076 10.052 21.547 0.011 -0.005 -0.044
Si 10.107 15.507 21.73 0.061 0.072 -0.033
Si 11.909 -0.135 25.337 0.113 0 -0.061
Si 19.219 7.59 29.348 -0.007 -0.01 0.136
Si 15.702 11.924 29.335 -0.016 0.021 0.018
Si 17.418 7.32 31.856 -0.048 -0.01 0.065
Si 9.755 4.462 23.761 -0.09 -0.275 -0.612
Si 5.225 4.508 26.988 -0.04 0.018 -0.079
Si 11.748 11.779 21.712 0.051 -0.005 0.009
Si 17.462 12.395 23.678 0.128 0.157 -0.57
Si 20.315 8.511 24.338 -0.059 -0.003 -0.114
Si 11.245 7.072 24.322 0.027 0.015 -0.134
Si 9.086 5.544 28.589 0.03 0.092 -0.061
Si 18.523 12.128 30.398 0.05 -0.008 0.007
Si 6.186 12.492 24.474 -0.118 -0.073 -0.089
Si 17.511 1.422 24.09 -0.016 -0.114 -0.692
Si 11.535 13.748 29.245 -0.113 -0.035 -0.102
Si 9.503 9.524 23.697 0.166 0.062 -0.514
Si 12.21 2.569 24.312 -0.036 -0.061 -0.222
Si 18.621 0.013 29.265 -0.023 0.029 -0.012
Si 6.702 7.082 27.162 0.023 -0.027 0.081
Si 18.01 2.983 29.22 0.066 0.079 -0.014
Si 8.89 2.454 28.2 0.067 -0.026 -0.025
Si 14.225 14.964 23.691 0.298 0.224 -0.56
Si 4.775 15.188 24.376 -0.074 -0.084 -0.174
Si 15.317 9.727 27.164 -0.117 0.061 -0.034
Si 19.539 3.775 24.614 0.15 0.006 -0.137
Si 13.445 4.773 29.045 0.024 0.046 0.026
Si 15.97 4.447 27.483 -0.011 -0.098 0.024
Si 16.449 2.722 31.78 0.095 0.098 0.117
Si 10.333 7.751 33.534 -0.327 0.144 0.595
Si 6.965 0.86 23.72 0.226 0.159 -0.681
Si 17.063 7.231 27.272 0.016 0.043 -0.103
Si 19.796 11.131 25.311 0.143 0.076 -0.068
Si 15.199 3.494 24.605 -0.025 -0.01 -0.229
Si 12.694 12.232 23.844 -0.385 -0.134 -0.553
Si 20.84 15.181 27.373 0.11 -0.088 -0.013
Si 20.727 11.239 32.244 0.028 0.038 -0.025
Si 16.776 9.321 34.226 0.029 -0.018 0.176
Si 12.857 11.306 30.486 0.01 0.024 -0.1
Si 11.774 2.198 29.342 -0.029 -0.029 -0.068
Si 21.913 1.445 31.604 0.075 0.085 0.069
Si 6.742 0.413 34.201 -0.326 -0.314 0.366
Si 9.282 15.604 32.809 -0.132 -0.061 0.062
Si 7.326 11.965 31.403 -0.016 0.027 0.103
Si 9.374 15.096 23.946 0.237 0.095 -0.641
Si 7.02 7.73 24.273 -0.008 -0.179 -0.037
Si 18.447 14.938 31.819 0.142 -0.026 0.061
Si 20.547 12.225 27.998 0.15 -0.05 0.066
Si 7.738 3.127 25.679 0.018 -0.01 -0.113
Si 21.608 9.403 28.76 0.059 -0.006 -0.103
Si 11.269 12.167 26.616 0.056 -0.017 -0.066
Si 16.777 15.005 25.328 -0.065 0.058 -0.111
Si 13.13 -0.283 28.197 -0.091 -0.049 -0.024
Si 18.156 6.458 24.504 -0.002 0.02 -0.124
Si 6.688 0.296 28.934 0.033 0.031 0.126
Si 15.02 1.356 8.189 0.004 0.004 0.005
Si 17.684 4.069 8.108 0.013 -0.011 -0.006
Si 14.959 6.823 8.102 -0.009 0.011 -0.004
Si 17.654 9.505 8.129 -0.016 -0.011 0.009
Si 14.937 12.201 8.145 0.018 -0.007 0.002
Si 17.702 14.981 8.181 -0.014 0.022 0.012
Si 4.052 1.371 8.128 0.011 -0.004 -0.007
Si 6.756 4.104 8.199 -0.014 0.012 0.001
Si 4.081 6.761 8.178 -0.014 -0.003 0.003
Si 6.827 9.525 8.178 0.007 -0.005 0.008
Si 4.081 12.237 8.168 0.01 0.006 0.014
Si 6.77 14.953 8.172 0.013 0.014 0.002
Si 9.507 1.392 8.265 -0.003 0 0.031
Si 12.235 4.142 8.208 0.008 0.015 0.009
Si 9.535 6.856 8.145 -0.005 -0.007 -0.013
Si 12.245 9.509 8.099 0.004 -0.003 0.001
Si 9.51 12.231 8.137 -0.005 0.008 0.001
Si 12.254 14.929 8.214 0.014 -0.009 0.021
Si 13.635 -0.009 9.531 0.006 -0.012 -0.001
Si 16.35 2.735 9.529 0.008 0.003 0.006
Si 13.617 5.49 9.523 -0.011 0.005 0.009
Si 16.312 8.156 9.502 -0.002 -0.017 0.007
Si 13.585 10.858 9.506 0.005 -0.006 0.008
Si 16.308 13.593 9.492 -0.033 0.015 -0.013
Si 2.734 0.014 9.535 0.01 -0.002 0.007
Si 5.414 2.708 9.526 -0.004 -0.012 0.007
Si 2.708 5.412 9.515 0.005 -0.004 0.015
Si 5.449 8.148 9.513 0.012 -0.005 -0.007
Si 2.695 10.874 9.499 -0.011 0.018 -0.011
Si 5.434 13.587 9.539 0.022 -0.002 0
Si 8.128 -0.005 9.549 -0.013 -0.006 0.007
Si 10.889 2.763 9.569 -0.002 0.008 -0.005
Si 8.152 5.487 9.507 -0.006 0.026 -0.018
Si 10.898 8.182 9.513 0.01 -0.007 0.008
Si 8.169 10.889 9.533 -0.001 -0.006 0.008
Si 10.865 13.578 9.532 -0.004 -0.004 0.002
Si 14.975 14.945 10.888 -0.006 -0.003 0.009
Si 17.691 1.367 10.89 -0.007 -0.003 0.002
Si 14.971 4.102 10.869 0.004 0.011 -0.004
Si 17.673 6.794 10.864 -0.014 -0.007 0.001
Si 14.958 9.516 10.872 -0.014 0.001 -0.002
Si 17.672 12.241 10.868 0.014 0.002 -0.006
Si 4.084 14.96 10.89 0.013 0.009 0.006
Si 6.775 1.358 10.898 -0.006 -0.011 0.005
Si 4.07 4.072 10.888 -0.009 -0.001 0.004
Si 6.802 6.815 10.896 0.008 0.007 0.007
Si 4.074 9.518 10.859 0.001 -0.005 -0.008
Si 6.8 12.237 10.895 0.004 0.007 0.004
Si 9.509 14.954 10.888 -0.005 -0.003 0
Si 12.261 1.367 10.88 0.005 0.012 0.002
Si 9.503 4.121 10.89 0.003 -0.019 0
Si 12.247 6.825 10.887 0.012 0.003 0.002
Si 9.532 9.529 10.88 0.01 0.013 0.006
Si 12.234 12.222 10.879 -0.009 -0.011 0.009
Si 16.338 -0.008 12.24 0.001 0.005 -0.002
Si 2.716 2.723 12.253 0.006 -0.012 0.002
Si 16.315 5.456 12.243 0.01 -0.004 0.006
Si 2.725 8.15 12.225 -0.002 0.002 -0.013
Si 16.32 10.88 12.235 -0.019 0.013 -0.007
Si 2.716 13.596 12.238 -0.012 0.009 -0.007
Si 5.435 -0.011 12.261 -0.005 -0.002 0.008
Si 8.149 2.734 12.234 -0.003 0.012 -0.014
Si 5.443 5.435 12.24 0.009 -0.007 -0.007
Si 8.161 8.181 12.243 0.004 -0.007 -0.01
Si 5.425 10.88 12.244 0.011 0.001 -0.014
Si 8.158 13.594 12.254 -0.002 -0.008 0.008
Si 10.876 0.013 12.233 0.006 -0.013 -0.005
Si 13.62 2.729 12.233 0.002 -0.005 0.001
Si 10.883 5.463 12.248 -0.007 0.018 -0.005
Si 13.603 8.175 12.247 -0.001 0 0.009
Si 10.882 10.876 12.251 -0.001 -0.012 0.006
Si 13.592 13.598 12.232 0.004 0.001 -0.001
O 8.549 15.243 31.424 -0.333 0.028 -0.139
O 11.867 7.221 33.672 0.004 -0.067 -0.416
O 5.488 0.191 23.791 -0.284 0.176 -0.287
O 13.521 8.573 1.994 0.469 -0.073 0.013
O 15.827 4.181 32.079 0.003 -0.103 0.493
O 19.836 9.082 22.898 -0.614 0.178 0.012
O 22.046 11.698 31.413 0.006 0.327 -0.355
O 5.424 6.114 26.883 -0.538 0.198 -0.284
O 10.851 15.762 0.488 0.132 -0.188 -0.153
O 18.36 6.105 32.36 0.081 -0.17 -0.408
O 10.969 5.318 0.053 -0.177 0.186 -0.327
O 16.466 10.797 33.613 -0.27 -0.024 -0.429
O 12.428 7.019 23.22 0.301 -0.093 0.385
O 4.226 1.965 1.256 -0.103 -0.261 -0.086
O 10.281 11.729 33.076 0.16 0.001 -0.51
O 5.599 10.729 0.061 0.71 -0.018 -0.036
O 7.865 14.024 2.3 -0.015 -0.094 -0.218
O 9.71 12.367 1.401 -0.007 -0.169 -0.146
O 6.898 8.668 32.63 0.346 -0.593 -0.066
O 11.423 9.84 1.069 -0.071 0.328 -0.222
O 10.306 1.902 28.73 -0.004 -0.417 0.122
O 18.517 11.433 24.41 0.009 -0.343 0.042
O 9.432 10.922 24.5 0.128 0.19 0.21
O 15.324 4.406 23.28 -0.056 0.369 0.301
O 6.882 6.495 23.237 -0.025 -0.48 0.291
O 12.331 1.882 22.856 0.153 0.075 0.14
O 8.052 8.814 23.698 -0.265 0.3 -0.439
O 18.818 2.321 24.491 0.334 -0.251 0.191
O 19.703 1.685 34.355 0.36 -0.418 -0.472
O 10.599 8.555 24.408 0.132 0.245 0.531
O 8.069 16.053 24.122 -0.18 0.002 0.091
O 2.587 3.816 0.138 0.071 0.3 0.033
O 12.372 10.233 29.376 -0.245 -0.276 0.11
O 13.556 10.93 24.275 -0.227 -0.227 0.177
O 18.2 12.624 34.321 -0.132 -0.117 0.388
O 5.745 0.632 30.216 -0.18 -0.377 -0.09
O 20.408 2.02 31.858 -0.144 0.207 -0.521
O 17.462 6.84 23.106 -0.159 0.254 0.232
O 4.832 11.641 24.587 -0.086 -0.221 0.053
O 16.116 2.17 24.464 -0.342 -0.113 -0.02
O 19.637 4.071 33.368 0.357 0.021 0.241
O 20.502 4.022 23.325 -0.043 -0.332 0.196
O 17.254 7.077 25.678 -0.345 0.275 -0.246
O 8.694 3.986 28.654 -0.102 0.058 0.305
O 21.549 10.975 28.315 0.6 0.238 -0.056
O 19.657 7.065 24.565 0.424 -0.391 0.035
O 10.459 0.313 32.528 0.031 0.138 -0.074
O 13.961 5.709 33.094 0.079 -0.326 0.01
O 12.496 15.705 26.749 0.112 -0.514 0.067
O 20.214 6.39 29.763 0.563 0.18 0.38
O 9.031 13.546 24.267 -0.253 -0.209 -0.247
O 8.048 10.534 31.131 0.738 0.044 0.02
O 10.474 15.516 25.064 -0.06 0.079 0.313
O 21.392 4.658 31.212 -0.261 0.276 0.244
O 10.278 5.847 27.55 0.063 -0.436 -0.476
O 10.065 6.059 23.839 -0.501 0.127 -0.166
O 19.049 4.008 29.944 0.058 0.086 0.37
O 11.48 8.193 27.906 -0.584 0.138 0.032
O 16.813 14.661 26.896 0.28 -0.206 0.171
O 15.914 6.756 31.588 -0.349 0.343 -0.292
O 12.418 15.096 29.308 0.05 0.063 0.607
O 16.012 11.679 23.704 -0.157 0.2 -0.314
O 18.185 13.514 31.125 -0.287 -0.013 0.212
O 11.724 1.918 30.915 0.05 0.13 -0.007
O 11.842 12.638 25.168 -0.208 0.443 0.111
O 15.146 9.257 23.084 0.499 -0.214 0.094
O 17.11 11.46 29.996 0.057 -0.369 0.195
O 17.411 13.796 24.482 0.228 0.154 0.039
O 17.391 8.444 33.018 0.253 0.151 -0.055
O 6.659 2.691 31.598 0.382 -0.058 -0.333
O 10.445 9.151 32.704 -0.284 0.184 -0.517
O 11.121 3.752 24.284 0.277 -0.022 0.073
O 7.482 7.278 25.752 0.702 0.024 -0.127
O 17.568 0.053 24.969 0.16 0.104 0.144
O 11.638 10.623 26.886 -0.245 -0.298 -0.35
O 6.572 4.301 33.624 -0.155 0.513 0.23
O 15.848 13.486 33.665 -0.51 -0.08 -0.571
O 13.647 3.109 24.776 -0.087 0.295 0.447
O 12.213 3.737 29.167 -0.321 0.397 0.093
O 9.872 14.241 33.431 0.483 0.195 0.187
O 7.756 6.401 28.193 0.011 0.133 0.313
O 19.381 11.162 31.363 -0.19 -0.593 -0.041
O 13.228 6.669 0.257 -0.235 -0.022 -0.027
O 19.435 14.68 33.08 0.262 0.528 -0.067
O 18.756 1.584 28.891 0.435 -0.023 -0.194
O 16.361 8.619 27.677 0.135 0.12 0.604
O 11.12 2.74 33.337 0.075 0.404 -0.463
O 13.726 13.436 23.5 -0.042 -0.208 -0.401
O 17.011 15.465 32.335 -0.27 0.324 -0.285
O 19.076 -0.306 30.796 0.221 0.124 0.305
O 20.086 8.912 29.012 -0.334 0.38 -0.129
O 20.605 12.342 33.398 0.499 -0.039 0.15
O 9.657 5.9 30.066 0.531 -0.32 -0.08
O 5.587 8.438 24.377 0.11 0.208 -0.023
O 15.526 11.125 27.941 0.12 0.247 -0.246
O 6.937 12.289 23.056 0.275 0.187 0.206
O 17.814 2.389 32.603 -0.25 -0.405 0.259
O 17.315 3.624 27.897 0.405 -0.277 -0.533
O 15.333 1.612 32.115 -0.23 -0.306 -0.63
O 15.686 4.29 25.91 0.144 0.602 -0.124
O 5.377 10.702 21.889 0.045 -0.023 0.1
O 19.542 15.493 28.261 -0.287 -0.117 -0.13
O 9.024 9.003 0.319 -0.211 0.145 -0.064
O 19.857 9.529 25.506 -0.164 -0.345 0.404
O 16.794 2.647 30.218 -0.239 -0.183 -0.343
O 8.22 2.61 0.102 -0.154 0.276 -0.332
O 13.966 5.301 30.492 -0.04 0.007 -0.129
O 5.749 16.173 2.192 0.086 -0.013 -0.401
O 15.215 15.151 24.95 -0.164 0.052 0.519
O 9.499 6.661 32.664 -0.093 -0.379 0.25
O 8.254 -0.069 33.868 0.305 0.027 0.361
O 16.164 6.013 27.816 -0.31 0.058 0.249
O 5.897 14.061 24.605 0.529 0.229 0.29
O 14.672 3.993 28.327 0.101 -0.396 -0.066
O 6.641 3.84 26.611 0.051 0.097 0.067
O 20.403 3.945 25.98 -0.295 0.027 0.301
O 9.981 14.114 29.471 -0.068 0.159 -0.206
O 12.036 12.696 30.358 -0.317 0.057 0.616
O 13.81 9.212 27.397 0.136 -0.313 -0.307
O 18.107 7.878 30.499 -0.181 0.435 -0.103
O 7.832 12.599 32.807 -0.372 0.05 0.144
O 11.727 1.466 25.378 -0.248 0.186 0.539
O 18.5 7.148 27.978 0.416 -0.033 -0.335
O 22.244 0.419 32.805 -0.44 -0.586 -0.343
O 6.106 8.5 27.683 0 0.236 -0.191
O 20.025 14.712 23.265 -0.107 -0.063 0.141
O 11.906 6.698 25.746 0.583 -0.3 -0.196
O 21.302 13.638 27.687 0.303 -0.043 0.318
O 19.638 11.856 26.72 -0.375 0.232 -0.006
O 12.896 15.807 24.1 -0.386 0.116 -0.354
O 12.487 10.715 31.943 0.228 -0.291 -0.071
O 8.496 4.197 24.746 -0.267 0.382 0.144
O 20.41 15.393 25.822 -0.29 0.042 0.022
O 19.48 12.474 29.163 -0.07 0.282 -0.014
O 5.695 -0.07 27.706 0.114 0.422 -0.341
O 12.894 5.99 28.125 0.111 0.167 0.125
O 11.841 13.076 27.806 0.519 0.019 -0.12
O 7.559 5.33 31.465 -0.127 0.072 0.037
O 8.251 7.87 30.676 0.169 0.13 -0.505
O 12.857 1.25 28.61 0.42 0.188 -0.242
O 7.724 13.001 30.238 -0.101 -0.053 -0.651
O 18.331 4.856 24.621 -0.378 -0.405 -0.03
O 9.67 12.4 26.59 -0.16 -0.093 0.546
O 7.276 12.055 25.58 -0.004 -0.314 0.384
O 17.09 15.824 29.176 -0.38 0.314 0.313
O 15.597 9.925 25.595 0.55 -0.202 -0.092
O 0.06 10.752 0.112 0.067 0.197 -0.383
O 7.635 15.316 29.053 -0.054 -0.151 -0.32
O 15.346 8.259 0.158 0.201 -0.344 0.069
O 20.862 9.766 32.895 -0.364 -0.384 -0.371
O 7.641 1.574 28.712 -0.232 0.097 0.369
O 14.71 15.755 28.137 0.231 0.368 -0.015
O 14.45 11.579 30.311 0.286 -0.156 0.119
O 14.93 -0.345 33.867 -0.308 -0.328 0.237
O 0.425 2.313 0.349 -0.443 -0.192 0.225
O 12.933 0.904 32.978 -0.178 -0.276 -0.16
O 15.75 13.511 29.028 -0.132 0.207 -0.042
O 21.204 4.204 28.547 0.041 -0.509 0.285
O 8.863 2.406 26.585 0.237 -0.091 -0.184
O 6.955 2.034 24.816 -0.219 0.075 0.047
O 6.041 9.2 30.166 -0.395 -0.141 0.278

Results
total energy: -109109.520 eV
total energy less fixed offsets of O -438.35, Si -107.03 eV per atom: -4.370 eV
